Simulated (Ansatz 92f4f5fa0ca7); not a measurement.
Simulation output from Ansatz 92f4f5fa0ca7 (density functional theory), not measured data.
Periodic cell of 192 atoms, Si128O64, from a study of silicon, its oxide and their interface. The atomic structure is a simulated model.

Settings: functional r2SCAN; potential files Ansatz PAW; basis plane waves; wave-function cutoff 800 eV; density cutoff ratio 5; exchange-correlation grid ratio 1; k mesh 1 x 1 x 1, shifted by 0.5 0.5 0 of a step; self-consistency stop 1e-10 eV per atom in the density residual; occupations fixed; spin none; net charge 0.

Cell vectors (angstrom)
a 10.88 0 0
b 0 10.88 0
c -5.3694 2.2997 28.677

Atoms and the computed forces on them: element, x, y, z (angstrom), force x, y, z (eV/angstrom)
Si 1.5732 -1.6878 0.0958 -0.0203 0.0154 -0.1277
Si 4.4701 1.0857 0.1114 -0.0116 0.0202 -0.1279
Si 1.1094 4.3904 0.0902 0.0251 -0.021 -0.1226
Si 3.8367 -3.8277 0.196 0.0145 -0.0157 -0.1104
Si -4.2744 -1.1992 0.1212 0.0123 -0.0197 -0.1146
Si -1.6295 1.6961 -0.0274 0.0254 -0.0145 -0.1398
Si 6.9687 3.8429 0.1212 -0.0203 0.012 -0.1055
Si -1.1421 -4.3209 0.0558 -0.0157 0.017 -0.111
Si 2.7307 -0.0062 1.2911 0.0038 -0.0041 0.0074
Si 5.4822 2.6749 1.479 0.0008 -0.0002 0.0047
Si 2.6892 -5.4219 1.4473 -0.0016 0.0022 0.0071
Si 5.4245 -2.6933 1.4713 -0.0015 0.002 0.0076
Si -2.6746 0.0264 1.312 -0.0019 0.0033 0.0064
Si -0.0325 2.765 1.3392 -0.0022 0.002 0.0104
Si 8.1534 5.4321 1.3766 0.0019 -0.0019 0.0087
Si -0.0026 -2.7753 1.4177 0.0015 -0.0011 0.006
Si 1.3598 1.3666 2.6444 0.0002 0.0003 -0.0024
Si 4.0709 4.0648 2.7394 0.0001 0.0003 -0.0029
Si 1.3446 -4.0881 2.8354 0.0002 0.0002 -0.0025
Si 4.0513 -1.3193 2.7847 -0.0022 0.0015 0
Si 6.8637 1.3282 2.7976 0.0002 -0.001 -0.0011
Si 9.5111 4.0875 2.7721 0.0004 0.0001 -0.0015
Si 6.8041 6.7925 2.7386 0.0001 -0.0003 -0.0032
Si -1.3503 -1.3467 2.694 -0.0003 0.0003 -0.0009
Si 0.0187 0.0094 4.0462 -0.0004 0.0008 0.0016
Si 2.699 2.7043 4.066 -0.0006 -0.0001 0.0005
Si -0.018 5.4283 4.1504 -0.0011 0.0003 0.0001
Si 2.7169 -2.702 4.137 0.0006 -0.0001 0.0005
Si 5.4488 0.0033 4.128 0.0003 0.0001 0.0007
Si 8.1819 2.7187 4.1361 -0.0008 0.0012 0.0012
Si 5.4414 5.4306 4.0866 -0.0003 0.0005 0.0001
Si 8.1647 -2.7063 4.0697 0.0003 0.0004 0.0004
Si 1.3752 -1.3895 10.89 -0.0003 0.0005 0.0003
Si 4.0777 1.3709 10.8698 0.0003 -0.0001 0.0006
Si 1.3359 4.0819 10.8763 0 -0.0001 0.0007
Si 4.0672 -4.0637 10.8763 -0.0005 0 0.0003
Si 6.7905 -1.3547 10.8637 0.0002 0.0003 0.001
Si -1.3633 1.3721 10.8668 -0.0006 0.0002 0.0009
Si 6.8002 4.0542 10.8654 -0.0002 0.0005 0.0011
Si -1.3188 6.8241 10.8549 0.0001 0.0003 0.0008
Si 2.7297 -0.0041 12.2179 -0.0005 0.0003 0.0002
Si 5.4257 2.7176 12.2477 -0.0012 0.0001 0.0001
Si 2.6762 5.4698 12.2114 -0.0001 -0.0011 0.0007
Si 5.436 -2.7077 12.2327 -0.0002 0.0001 0
Si -2.7234 0.0061 12.2022 0.0005 0.0001 0.0014
Si -0.0182 2.7213 12.253 0.0004 0.0001 0.0001
Si 8.2073 5.4305 12.1424 0.0002 0.0014 0.0005
Si 0.028 -2.7353 12.2859 0 0.0004 0.0004
Si 1.3268 1.3048 13.5749 -0.0005 0.0027 -0.0011
Si 4.0211 4.1153 13.54 0.0019 -0.001 -0.0012
Si 1.3758 -4.1093 13.6848 -0.0013 0.0028 -0.001
Si 4.1072 -1.3095 13.6041 0.001 -0.0012 -0.0007
Si -4.069 1.3444 13.579 -0.0018 0.0019 -0.0008
Si -1.3597 4.1387 13.5856 -0.0008 -0.0027 -0.0008
Si 6.8465 -4.1257 13.4721 -0.0011 0.0005 -0.0003
Si -1.3707 -1.3411 13.569 0.0009 -0.0018 -0.0009
Si -0.0679 0.0068 15.0029 -0.0021 0.0009 0.0091
Si 2.6817 2.6996 14.8679 -0.0006 -0.0012 0.0056
Si -0.0116 -5.4844 15.0816 0.0007 -0.0003 0.0078
Si 2.7587 -2.6594 14.971 0.0003 0.0003 0.0077
Si 5.5152 -0.0114 15.0107 0 0.0002 0.007
Si -2.7697 2.7985 14.8822 0.0015 0.0003 0.0066
Si 5.4533 5.4683 14.8246 0.0001 0.0022 0.0071
Si -2.704 -2.7847 14.843 -0.001 0.001 0.0063
Si 1.0933 -1.6175 16.2684 -0.012 -0.0143 -0.133
Si 4.274 1.6038 16.1693 0.0273 0.0156 -0.1269
Si 1.1068 3.697 16.2995 -0.0273 -0.0115 -0.1317
Si 4.4571 -3.7698 16.142 0.0122 0.0219 -0.1148
Si 6.7494 -1.6295 16.2563 -0.0221 -0.0069 -0.1053
Si -1.285 1.6499 16.2332 0.0197 0.0081 -0.1014
Si -4.4088 3.8644 16.2004 -0.0103 -0.0168 -0.1292
Si -1.2034 -3.8421 16.3059 0.0202 0.0064 -0.1318
Si 4.9269 4.5624 -6.7682 0.045 -0.01 -0.3049
Si -0.533 1.5368 -2.9964 -0.0397 -0.0042 -0.2926
Si 4.287 -1.7452 20.3995 -0.0018 -0.0094 -0.2316
Si 7.0666 -4.0937 -6.8784 0.0259 -0.0377 -0.2991
Si 5.2089 2.5034 20.7927 0.0277 -0.0072 -0.2779
Si 7.5588 -1.811 -4.771 -0.038 0.0033 -0.3042
Si 3.5046 -5.4109 -4.2274 0.0075 0.0292 -0.3007
Si 3.617 1.2957 -2.707 0.0235 -0.0355 -0.2573
Si 6.1913 1.6221 -6.8333 0.0184 0.0551 -0.2867
Si 1.4176 4.7236 19.1183 0.0271 0.0264 -0.2737
Si 6.7216 4.6747 19.2041 0.0139 0.0336 -0.2428
Si 3.203 0.9645 19.0708 -0.0233 -0.004 -0.2607
Si 1.4209 -0.7799 -2.7229 0.0242 -0.0192 -0.2606
Si 6.7712 -0.1927 21.0817 -0.0336 0.0122 -0.3121
Si 2.7367 -2.4555 -4.8229 -0.0025 -0.0237 -0.3007
Si -2.3315 -0.1228 18.4369 0.0039 0.0032 -0.2722
Si -1.4405 -4.7364 19.2148 -0.039 -0.0188 -0.2782
Si -2.0365 0.8472 -5.5427 0.0005 0.0092 -0.3139
Si 1.6547 3.5655 -2.849 0.0047 0.0173 -0.2466
Si 0.8036 -0.5221 19.0492 -0.0211 0.0107 -0.2735
Si 5.5725 -5.2482 -2.0288 -0.0239 0.0033 -0.2544
Si 7.8416 -3.0926 -2.1121 -0.0069 0.0217 -0.2814
Si 5.0208 -0.2345 -4.8154 0.037 -0.0224 -0.2606
Si 4.0315 -4.5392 19.0049 0.0027 -0.0266 -0.2278
Si 1.3499 -1.3366 5.4567 -0.0004 0 0.0001
Si 4.0735 1.3756 5.4486 -0.0001 0.0004 -0.0006
Si 1.3609 4.0556 5.4612 0.0001 0.0003 0.0002
Si 4.0941 6.7987 5.4531 -0.0005 0.0001 -0.0002
Si 6.8049 -1.3766 5.4578 -0.0001 0.0007 0.0002
Si -1.3285 1.3505 5.4508 -0.0004 -0.0003 -0.0003
Si 6.7945 4.0809 5.4592 0 -0.0001 0.0004
Si 9.5048 6.8197 5.4617 0.0002 0.0002 0.0004
Si 2.7195 0.013 6.809 0.0001 0.0003 0.0011
Si 5.4281 2.7307 6.8122 0.0003 0.0001 0.0007
Si 2.7298 5.4317 6.795 -0.0002 0.0003 0.0005
Si 5.4511 -2.7314 6.8213 0 0.0003 0.0006
Si -2.707 -0.0066 6.796 -0.0002 0.0004 0.0004
Si 0.0107 2.7033 6.8278 -0.0002 0.0006 0.0006
Si 8.1465 5.4508 6.8109 0.0001 0.0004 0.001
Si -0.0058 -2.7051 6.8105 0.0002 0.0002 0.0009
Si 1.3677 1.3535 8.1883 -0.0001 0.0002 0.0002
Si 4.0766 4.0881 8.1746 0 0.0002 0.0007
Si 1.3665 6.7958 8.1383 -0.0001 0.0001 0.0012
Si 4.0785 -1.3583 8.1516 0 0.0002 0.0012
Si 6.7967 1.3516 8.1393 0 0.0003 0.0012
Si -1.3673 4.0817 8.1501 -0.0001 0 0.0014
Si 6.8005 -4.0853 8.188 0 0.0004 0.0002
Si -1.3575 -1.3504 8.1737 -0.0001 0.0003 0.0011
Si 0.0096 -0.0091 9.5443 0 0.0003 0.0008
Si 2.7152 2.732 9.5288 -0.0004 0.0001 0.0006
Si 0.004 5.4418 9.4938 -0.0003 0.0005 0.0009
Si 2.7196 -2.7234 9.4985 -0.0002 0.0005 0.0008
Si 5.434 0.0046 9.5067 -0.0003 0.0004 0.0011
Si 8.1522 2.7096 9.4936 -0.0001 0.0003 0.0009
Si 5.434 5.4388 9.5394 0.0001 0.0002 0.0006
Si 8.1667 -2.711 9.5223 -0.0001 0.0001 0.0008
O 3.8633 -4.6041 17.3995 -0.0145 -0.0225 0.1712
O -1.0314 1.2592 -1.4875 -0.0447 0.0069 0.2051
O 2.7324 -2.7551 -0.362 0.0042 -0.0039 0.0639
O 1.5959 -1.9934 -3.7757 -0.0455 0.0615 0.1617
O 2.1205 -2.7696 -6.2782 0.0789 0.0012 0.2328
O 7.1936 -1.9141 -1.2224 -0.0358 0.0519 0.1443
O -0.009 -5.4034 -0.4323 -0.0062 0.005 0.0569
O -0.0376 5.3979 18.8616 0.0005 0.0006 0.1012
O -1.7781 -3.7175 -1.3264 0.0545 -0.0397 0.1336
O 6.9835 4.4618 17.6169 0.0053 0.0273 0.1882
O 3.8042 -0.42 19.6255 0.0257 -0.0486 0.1048
O 6.2327 4.4137 -1.2171 0.0447 -0.0492 0.127
O 1.8157 3.8029 -1.2615 -0.0218 0.0322 0.189
O -2.352 -0.7537 -5.5312 -0.0212 -0.0312 0.1102
O 4.7459 0.9915 -3.809 -0.0581 0.0567 0.1575
O 3.7961 -1.2551 -4.9832 -0.005 0.0104 0.0871
O -0.0828 2.6463 16.7277 0.0083 0.0047 0.0565
O -2.5383 -2.4869 -3.5339 0.0169 -0.0585 0.2073
O 2.0876 4.9016 -3.661 -0.0439 -0.0519 0.1163
O 5.376 3.0105 -6.716 -0.0069 -0.0084 0.1048
O 1.5763 0.91 19.2356 0.0034 0.0036 0.0848
O 4.4818 -4.4767 -1.1417 -0.0422 0.0424 0.1375
O 5.5863 -2.7057 16.715 -0.0054 -0.0073 0.0587
O -1.8759 -4.0868 17.7827 -0.0038 -0.0314 0.1819
O 7.5668 1.7095 -6.0117 0.0494 -0.0279 0.1218
O 0.1577 3.0058 -3.144 0.017 0.0074 0.0886
O -0.8162 1.0459 -6.6031 -0.0697 0.0246 0.1909
O 5.3539 2.7461 16.6201 -0.0029 0.0026 0.0616
O 1.5608 -1.18 17.7637 -0.0067 0.0379 0.1772
O 0.3432 -1.1854 -7.3934 0.011 -0.0133 0.0919
O 2.6452 -5.1773 19.5794 -0.0207 -0.0083 0.0872
O 5.3216 0.3797 -6.2866 -0.0409 -0.0627 0.1568
O 8.1489 5.2738 19.7174 0.0157 0.004 0.0914
O -0.0079 -2.7745 16.5704 0.0005 0.0025 0.062
O 3.9159 2.1978 19.8381 0.0526 0.0398 0.1321
O 7.7547 0.0699 19.8159 -0.0749 -0.0016 0.1992
O 5.8168 -1.4866 20.8468 0.0373 0.0218 0.0883
O 5.4104 -5.272 19.4409 0.0032 -0.0055 0.0795
O 5.5131 -0.0861 -0.3724 0.0063 -0.0054 0.0658
O 7.6685 -1.1658 17.5388 0.055 0.0427 0.1363
O 1.0492 -1.3727 20.3797 0.036 -0.0537 0.1991
O 4.1397 1.8562 -1.2952 0.0304 -0.0003 0.1747
O 0.8225 -1.2658 -1.3057 -0.0015 -0.0336 0.179
O -2.2233 -4.3758 -7.0476 -0.063 0.0023 0.1245
O 1.1797 3.6464 20.2872 -0.027 -0.0357 0.2
O 6.2245 -5.3979 -6.4404 -0.0218 -0.0106 0.0985
O 0.4787 0.3391 -3.3887 0.016 -0.0037 0.094
O 6.2915 -1.003 -4.1997 -0.0026 -0.0047 0.0994
O 6.7395 -4.2218 -2.4662 -0.0021 -0.0098 0.0955
O 8.0813 2.7723 -0.4176 -0.0073 0.0066 0.0571
O -0.7884 -0.5273 18.7451 0.0316 -0.0065 0.0905
O 4.7777 5.0537 -3.3142 0.0703 0.0068 0.1719
O 6.3659 3.3038 19.9838 -0.0446 -0.0599 0.12
O 2.6629 2.4117 -3.348 -0.0033 -0.0042 0.0841
O 2.8571 -0.1034 -2.4165 -0.0058 0.0063 0.0995
O 4.1875 -3.0019 19.4127 0.0008 0.0662 0.1098
O 3.7613 4.8532 -5.7014 -0.0718 0.0382 0.2083
O -2.186 1.227 17.5404 -0.0293 -0.0452 0.1285
O 3.4462 -3.7993 -4.2986 0.0122 -0.0335 0.1034
O -1.7158 1.4334 -4.0819 0.0704 0.0358 0.2043
O -1.0667 -3.7183 20.4228 0.043 0.0283 0.1957
O 6.9597 -2.9068 -5.801 0.0134 0.0976 0.1825
O 3.5519 1.0421 17.4987 -0.0434 -0.0231 0.1946
O 1.8538 4.0671 17.703 0.0101 0.035 0.1798

Results
free energy: -118378.521 eV
free energy less fixed offsets of O -570.45, Si -639.56 eV per atom: -6.041 eV

The program warned: the cutoff lies below the one the program advises for these potential files; the forces do not sum to zero within the program's tolerance; empty levels may hold ghost states of the PAW files; the exchange-correlation potential is rough where the density is thin.
